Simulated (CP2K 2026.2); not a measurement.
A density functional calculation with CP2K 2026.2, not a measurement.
Periodic cell of 1182 atoms, Si850O332, from a study of silicon, its oxide and their interface. The atomic structure is a simulated model.
Doubt: the forces sum to 1.47 eV/angstrom along one axis rather than to zero, so they err by at least 0.0012 eV/angstrom per atom on average; the grid cutoff is modest.

Settings: functional PBE; method Gaussian and plane waves; basis set DZVP-MOLOPT-SR-GTH; pseudopotentials GTH-PBE; grid cutoff 350 Ry, relative cutoff 50 Ry; k points Gamma only; occupations fixed; spin none; net charge 0.

Cell vectors (angstrom)
a  16.4025  0  0
b  0  32.805  0
c  0  0  40.23

Atoms and the computed forces on them: element, x, y, z (angstrom), force x, y, z (eV/angstrom)
Si  14.5854  31.7062  39.6768  0.0571  0.1674  0.0288
Si  2.2359  2.6933  0.3193  -0.0314  -0.1927  -0.2415
Si  16.399  4.8583  0.0786  -0.2902  -0.261  -0.4052
Si  2.7172  8.0637  39.7207  0.0367  -0.1099  0.1487
Si  15.9868  10.9985  0.1153  0.1494  0.0263  0.528
Si  2.2136  13.9983  40.0979  -0.2486  0.1522  -0.0661
Si  0.1198  16.29  0.3502  -0.0529  -0.0821  -0.2725
Si  2.3911  19.4327  0.0101  0.0103  0.1252  0.0377
Si  0.0697  21.6013  0.0967  -0.1775  -0.1076  0.1586
Si  2.6531  24.6299  39.9964  0.0206  -0.2985  0.2187
Si  0.5967  27.1338  40.1352  -0.1364  0.1649  -0.0562
Si  3.0526  30.7898  39.7881  0.2371  -0.0338  0.6403
Si  5.9499  0.0074  0.1098  0.1751  0.096  0.0366
Si  8.4415  3.1008  0.1631  0.1641  0.016  0.3125
Si  5.9822  4.9888  0.2596  -0.2149  0.0481  -0.1895
Si  8.3736  8.1186  0.4952  -0.0141  -0.082  -0.4984
Si  6.2847  10.3677  40.0818  0.0321  -0.1803  -0.2116
Si  8.6909  13.013  0.0742  0.0876  -0.0248  -0.1091
Si  5.5759  16.6653  39.9545  -0.0204  -0.374  0.343
Si  7.9201  19.2603  40.1563  0.2535  0.1382  0.0828
Si  5.8357  21.6629  0.1489  -0.0854  0.1416  -0.0194
Si  8.2213  24.7007  0.3722  -0.1284  0.1311  -0.1608
Si  6.0615  26.8731  40.1361  0.2966  -0.1986  0.1527
Si  8.9186  29.3491  0.1746  -0.1083  -0.1034  0.1016
Si  10.8557  32.1861  0.0664  -0.5855  0.0098  -0.0038
Si  12.4499  1.0144  39.8212  0.0749  0.2269  -0.1536
Si  10.7049  6.1823  40.2068  -0.0404  -0.2201  0.2509
Si  12.9019  8.7774  40.183  0.1828  -0.0319  0.2136
Si  10.9044  10.9859  0.6741  0.0653  0.0575  -0.4129
Si  13.8921  13.3427  0.0032  0.0292  0.0667  0.3577
Si  11.0201  16.2515  0.294  -0.1997  0.2216  -0.1124
Si  14.2605  18.4995  40.1632  -0.058  0.1183  -0.2348
Si  10.3423  22.4567  40.0917  -0.0771  0.1407  -0.2084
Si  13.3541  25.3012  40.0615  -0.201  0.0895  0.0488
Si  11.04  27.2405  0.5366  -0.3014  -0.1775  -0.2656
Si  12.857  30.0615  39.8389  -0.0148  -0.1353  -0.5508
Si  1.0682  1.1397  1.707  -0.0226  0.0706  -0.1442
Si  4.0705  3.9726  1.3646  0.1009  -0.0479  -0.0274
Si  1.2809  6.7368  1.0544  -0.0087  -0.0742  0.1299
Si  4.2183  9.4284  0.9293  0.1683  0.0032  0.0415
Si  1.3409  12.2392  1.2665  -0.1453  -0.0197  -0.2566
Si  4.0838  15.1052  1.0175  0.045  0.0917  -0.2197
Si  1.4917  17.7632  1.473  0.0631  0.2204  -0.1664
Si  4.1054  20.5127  1.3262  0.0236  -0.1009  -0.2891
Si  1.3906  23.1924  1.2619  0.0731  -0.1395  -0.4258
Si  4.315  25.8412  1.1606  -0.0916  -0.0908  -0.411
Si  1.6452  29.0362  1.0101  -0.0303  -0.1406  -0.3328
Si  4.2914  31.6649  1.3638  -0.139  0.0665  -0.0763
Si  7.1872  1.4583  1.4444  0.0613  0.1164  -0.3029
Si  9.8222  4.4289  1.4856  -0.2622  -0.0864  -0.6256
Si  6.9436  6.6816  1.646  -0.0059  -0.1697  -0.1899
Si  9.5869  9.5339  1.8801  -0.0492  -0.0557  -0.1215
Si  6.9773  12.0801  1.4052  0.0331  0.0092  -0.2122
Si  9.5313  14.8889  1.4078  -0.0178  -0.2647  -0.1697
Si  6.8669  17.7254  1.3693  -0.008  0.1082  -0.1213
Si  9.5743  20.5528  1.2034  -0.1079  0.0017  -0.2661
Si  6.886  23.2099  1.5715  0.0516  -0.0632  -0.2405
Si  9.6198  25.9205  1.7852  0.0335  -0.011  -0.3
Si  7.0156  28.5235  1.3563  0.1566  0.1608  -0.3096
Si  9.6841  31.1696  1.7485  -0.0145  -0.1279  -0.4112
Si  13.0731  2.1414  1.5321  0.041  -0.0722  -0.1157
Si  14.833  3.86  1.6306  0.012  0.0181  -0.0578
Si  12.2409  7.0651  1.5152  -0.0436  0.0674  -0.554
Si  14.7806  9.4998  1.4169  0.0091  0.335  -0.5869
Si  12.4093  12.3881  1.6692  0.0862  0.0553  -0.4202
Si  15.0104  14.9363  1.4764  -0.2026  -0.1414  -0.3597
Si  12.4566  17.7176  1.3764  0.1538  0.0549  -0.1241
Si  14.979  20.3462  1.3416  0.0988  -0.0936  -0.1636
Si  12.2952  23.3763  1.0289  -0.0979  0.1009  -0.0473
Si  15.1095  26.1885  1.1936  0.2215  -0.0807  -0.1298
Si  12.435  28.7908  1.5614  0.0097  -0.1035  -0.1521
Si  15.707  32.1666  1.4913  -0.0235  0.097  -0.1324
Si  16.3776  2.7488  3.0181  0.008  -0.0623  0.2633
Si  2.8401  0.0647  2.8299  0.1024  -0.0894  0.064
Si  16.3762  8.1317  2.5645  0.0618  0.0331  -0.0154
Si  2.7436  5.5116  2.6187  0.0188  0.0388  -0.0381
Si  0.0433  13.5824  2.7723  -0.0832  -0.1865  0.0892
Si  2.87  10.862  2.4673  -0.0103  0.0429  -0.0619
Si  0.0227  19.1076  2.7625  0.0402  0.0205  0.1964
Si  2.8978  16.3707  2.6959  0.0414  -0.0151  0.094
Si  0.0148  24.6497  2.536  -0.013  0.1273  0.2533
Si  2.7558  21.8879  2.7066  0.0109  -0.0222  0.0153
Si  0.2274  30.2396  2.58  0.0385  -0.0531  -0.0406
Si  2.9259  27.426  2.4437  0.0403  0.1016  0.1179
Si  5.5972  2.7264  2.7622  -0.003  -0.0144  -0.017
Si  8.3665  32.7955  2.8553  -0.0683  -0.193  0.0045
Si  5.4295  8.1628  2.6565  -0.0485  0.0811  0.059
Si  8.3644  5.4828  3.0059  0.0848  -0.0132  0.1584
Si  5.4586  13.6478  2.4799  0.1003  0.0251  -0.1037
Si  8.1748  10.9252  3.0275  -0.0432  -0.0025  0.2567
Si  5.4665  19.1086  2.7009  -0.0207  0.0085  0.0994
Si  8.2035  16.3286  2.7129  0.0155  0.0859  0.0664
Si  5.4726  24.5759  2.7972  -0.0474  0.0809  0.0326
Si  8.2951  21.8143  2.7956  0.0393  -0.1871  0.0978
Si  5.6063  30.0783  2.6297  0.1243  -0.0527  -0.0756
Si  8.2608  27.3485  2.9668  -0.1107  0.0656  0.1816
Si  11.1764  2.9335  2.7399  -0.1023  -0.0388  0.1138
Si  13.9026  0.2587  2.7918  -0.0588  -0.1547  0.0136
Si  11.0022  8.2109  3.104  -0.0066  0.0184  0.1937
Si  13.6804  5.562  2.7957  -0.0954  0.1095  -0.0522
Si  10.9479  13.7144  2.894  0.0414  0.1199  0.1934
Si  13.6998  10.9257  2.9442  -0.0384  -0.0593  0.1352
Si  11.0341  19.1994  2.5966  -0.1565  0.0515  -0.0635
Si  13.7006  16.3621  2.8252  0.001  -0.1787  0.1781
Si  11.1235  24.5268  2.8096  0.0817  -0.083  0.1297
Si  13.6024  21.8916  2.5239  -0.0446  0.0487  -0.0682
Si  11.164  30.0381  3.0512  -0.107  0.0798  0.1367
Si  13.9144  27.4687  2.7615  -0.0304  -0.1054  0.0998
Si  1.4539  4.179  4.1224  0.0197  0.0077  0.0902
Si  4.2164  1.4114  4.1677  0.0866  -0.0009  0.048
Si  1.4229  9.5424  3.9087  0.0117  -0.0333  -0.095
Si  4.0936  6.8278  4.0708  -0.0702  0.0914  -0.0066
Si  1.4446  15.0218  4.0515  0.0114  -0.0492  -0.0642
Si  4.1341  12.2801  3.9359  -0.0063  -0.0725  0.0012
Si  1.3954  20.5174  4.0892  -0.02  -0.0751  -0.0705
Si  4.1581  17.758  4.1228  0.0623  -0.0796  -0.0299
Si  1.4621  26.053  3.9003  -0.0961  0.0048  -0.276
Si  4.0985  23.2248  4.125  -0.0565  0.0815  0.0351
Si  1.5309  31.4287  4.1567  0.1016  0.0187  0.0027
Si  4.228  28.7044  4.0208  -0.0488  -0.0363  -0.1767
Si  6.906  4.0849  4.2049  0.0633  -0.0392  -0.0353
Si  9.7807  1.4387  4.0954  -0.0451  0.0423  -0.0906
Si  6.747  9.497  4.1873  -0.0278  0.1409  -0.085
Si  9.6155  6.8611  4.4029  0.0768  -0.0569  -0.0502
Si  6.7901  14.9757  4.0246  0.008  0.0425  -0.0488
Si  9.6083  12.3184  4.2665  -0.0472  0.0501  -0.0853
Si  6.8509  20.4657  4.1069  0.0768  0.0726  -0.0937
Si  9.6274  17.7793  3.9951  0.0722  -0.037  -0.0604
Si  6.8494  25.9292  4.1935  0.0706  0.1195  0.0108
Si  9.6787  23.1959  4.1496  0.151  -0.122  -0.018
Si  6.9201  31.4286  4.128  -0.0139  0.1114  -0.0384
Si  9.6803  28.6979  4.2914  0.0136  -0.0287  0.0379
Si  12.364  4.2484  4.2712  -0.0075  -0.0387  -0.1057
Si  15.1082  1.4064  4.4226  0.0119  0.1805  -0.0726
Si  12.3593  9.6231  4.3592  0.0541  -0.0561  -0.068
Si  15.112  6.8665  4.1219  0.0025  0.0364  0.006
Si  12.3317  15.0566  4.2329  -0.0962  0.122  -0.0414
Si  15.119  12.2768  4.231  0.1065  0.0327  -0.126
Si  12.3308  20.5541  4.0343  -0.0053  -0.0072  -0.0161
Si  15.1019  17.7294  4.1471  -0.0652  0.0999  -0.0457
Si  12.4776  26.0198  4.0926  -0.0112  -0.0328  -0.1249
Si  15.0512  23.2424  3.9412  0.0838  0.0692  -0.1585
Si  12.5204  31.5887  4.161  0.0668  0.0094  -0.0212
Si  15.2619  28.8826  4.0479  -0.044  -0.0619  0.0245
Si  0.0208  0.0451  16.4378  -0.0166  -0.003  -0.0079
Si  2.7544  2.7722  16.4524  -0.0154  0.0063  -0.0052
Si  0.0076  5.5052  16.4656  -0.0056  0.0118  0.0015
Si  2.7531  8.2354  16.4724  -0.0122  -0.0014  0.0016
Si  0.0088  10.9699  16.4428  -0.0027  0.0024  -0.0021
Si  2.7478  13.7046  16.4434  -0.0404  0.0118  -0.0001
Si  0.0121  16.4047  16.4423  0.0195  0.0066  0.0043
Si  2.7515  19.1473  16.4286  -0.0088  0.0078  0.0084
Si  0.0266  21.8895  16.4104  -0.034  0.0167  -0.0169
Si  2.7526  24.6305  16.411  -0.0087  0.0064  0.0021
Si  0.0247  27.3704  16.4162  -0.0088  -0.0076  -0.0124
Si  2.7582  30.1027  16.4276  0.0155  0.0009  -0.0053
Si  5.4861  0.0298  16.4338  0.0059  0.0101  0.0057
Si  8.2165  2.7653  16.4383  -0.0081  0.0174  0.0016
Si  5.4905  5.4999  16.4666  -0.006  0.0155  0.0069
Si  8.2278  8.2408  16.4622  -0.0059  0.006  0.0129
Si  5.4868  10.9666  16.4583  -0.0011  0.0067  0.0005
Si  8.1986  13.6904  16.4311  0.0042  0.0267  -0.005
Si  5.4715  16.4259  16.4227  -0.0171  0.01  -0.0007
Si  8.1925  19.1367  16.4067  0.0315  -0.0048  -0.0005
Si  5.4672  21.8728  16.4046  0.0217  -0.0086  -0.008
Si  8.1908  24.6095  16.4026  0.0031  0.0393  -0.0109
Si  5.4835  27.3723  16.4269  -0.0283  0.0204  -0.0038
Si  8.2142  30.1007  16.4308  -0.0098  0.0151  0.008
Si  10.944  0.0375  16.444  -0.0112  0.027  0.0104
Si  13.6758  2.7741  16.4529  -0.0008  0.0137  0.0065
Si  10.9451  5.5084  16.4316  -0.0019  0.0004  -0.0011
Si  13.6758  8.2407  16.4309  0.0233  -0.0173  -0.0034
Si  10.9495  10.9677  16.444  0.0166  -0.0257  0.0095
Si  13.6722  13.6852  16.4479  0.024  -0.0056  0.0055
Si  10.9241  16.4034  16.4226  0.0338  0.0104  -0.0027
Si  13.6772  19.1357  16.4076  0.0075  0.0133  -0.0056
Si  10.9281  21.8691  16.4001  0.0056  0.0216  -0.0031
Si  13.6831  24.6161  16.4152  -0.006  0.0133  -0.0029
Si  10.9446  27.3581  16.4112  -0.0101  -0.0059  -0.0116
Si  13.6871  30.1108  16.4306  -0.0142  -0.0039  -0.0062
Si  1.374  1.4178  17.8124  0.0275  0.0288  0.0056
Si  4.1136  4.1352  17.8298  -0.0293  -0.0211  -0.0065
Si  1.3747  6.8711  17.8367  0.0125  0.0083  -0.005
Si  4.124  9.6063  17.8359  -0.0012  -0.0081  0.0062
Si  1.3787  12.3345  17.8036  0.0143  0.0038  -0.0255
Si  4.1164  15.0705  17.8091  0.0397  0.0101  -0.0043
Si  1.397  17.7645  17.7957  -0.0301  -0.0158  -0.0085
Si  4.1183  20.5145  17.7982  -0.0068  0.0333  0.0141
Si  1.3869  23.2661  17.7797  -0.0073  -0.0036  -0.0053
Si  4.0977  26.0138  17.7847  0.0054  -0.028  -0.0009
Si  1.376  28.7498  17.7907  -0.0215  -0.03  -0.0019
Si  4.1093  31.4808  17.8002  -0.0347  -0.0423  -0.0056
Si  6.8413  1.4038  17.8024  -0.0026  -0.0129  -0.0073
Si  9.5773  4.1427  17.7955  0.0165  0.0182  -0.0088
Si  6.8636  6.8683  17.8279  -0.0217  -0.0321  0.0069
Si  9.5972  9.6087  17.8313  0.0068  0.0341  0.0175
Si  6.848  12.3362  17.8247  -0.0065  -0.02  0.013
Si  9.5433  15.0559  17.8063  -0.017  -0.048  0.0082
Si  6.8282  17.7849  17.7962  0.0097  0.0169  0.0091
Si  9.5498  20.5033  17.7668  -0.0144  -0.0208  -0.0112
Si  6.8129  23.245  17.7709  0.0133  0.0119  0.0011
Si  9.5486  25.9934  17.7499  0.0186  -0.0308  -0.0311
Si  6.8337  28.7529  17.8046  0.0235  -0.0081  -0.0045
Si  9.5555  31.487  17.8045  0.0081  -0.0444  0.0009
Si  12.2889  1.4211  17.8208  0.0014  -0.0417  0.0067
Si  15.0221  4.1521  17.8326  0.0076  -0.0124  0.013
Si  12.2972  6.8877  17.7936  0.0132  -0.0118  -0.0061
Si  15.0305  9.6085  17.7998  -0.0067  -0.0119  -0.0058
Si  12.2993  12.329  17.8277  0.0012  0.0054  0.0149
Si  15.044  15.0364  17.8196  -0.0289  -0.001  -0.0046
Si  12.2979  17.767  17.7709  -0.0111  -0.0052  -0.0112
Si  15.061  20.5029  17.7506  -0.0047  0.0076  -0.0224
Si  12.2931  23.2378  17.7568  0.0185  -0.0141  -0.0027
Si  15.0568  25.9967  17.7683  0.0162  0.041  -0.0125
Si  12.301  28.7407  17.7733  -0.0041  0.0018  0.0019
Si  15.0352  31.5025  17.7973  0.0623  0.0166  0.0074
Si  16.3988  2.7801  19.1842  0.0335  -0.0264  -0.0045
Si  2.7484  0.0518  19.1657  -0.0284  -0.0086  -0.0283
Si  16.3923  8.2565  19.1732  -0.0103  -0.0221  -0.0045
Si  2.739  5.4937  19.2037  0.0139  0.0316  -0.0034
Si  0.007  13.662  19.1947  0.0472  -0.0122  0.0376
Si  2.7501  10.9939  19.1807  -0.0797  0.0093  0.0054
Si  0.021  19.1403  19.1223  -0.0447  0.0086  0.0072
Si  2.7583  16.4183  19.2005  -0.037  0.0222  0.0191
Si  0.0278  24.6466  19.1454  -0.0062  0.0131  0.0011
Si  2.7528  21.9014  19.147  -0.0047  -0.0177  -0.0307
Si  0.0129  30.1425  19.1428  -0.0238  -0.0239  -0.0121
Si  2.7353  27.3857  19.1671  -0.0257  0.0405  0.0073
Si  5.4881  2.765  19.1827  -0.0214  0.0017  0.0151
Si  8.1859  0.0478  19.1912  -0.0117  0.0212  0.02
Si  5.4985  8.2326  19.1968  -0.031  0.0516  0.0237
Si  8.2413  5.5035  19.1864  0.0067  -0.0495  -0.0048
Si  5.4739  13.7089  19.1843  -0.0292  0.0106  -0.0228
Si  8.2287  10.9801  19.1933  -0.0083  -0.0184  -0.0277
Si  5.4661  19.1356  19.1842  0.0347  -0.0649  0.0013
Si  8.1611  16.4082  19.1827  0.0363  0.035  -0.0134
Si  5.4505  24.6268  19.1349  -0.0407  0.0215  -0.0151
Si  8.1501  21.8445  19.1275  0.0413  0.0339  0.0121
Si  5.4739  30.1354  19.1848  -0.0224  0.0404  0.0274
Si  8.1979  27.3567  19.1354  0.033  -0.03  0.011
Si  10.9066  2.7853  19.1927  -0.0164  0.0491  0.0071
Si  13.6592  0.0574  19.1788  -0.0162  0.037  0.0034
Si  10.9669  8.2415  19.2026  0.0406  -0.0495  0.0023
Si  13.6212  5.5234  19.1814  -0.0126  0.0531  -0.0199
Si  10.8956  13.6854  19.1783  0.0121  0.0326  -0.0221
Si  13.6635  10.9473  19.1919  0.0571  -0.0145  0.0086
Si  10.904  19.1157  19.1212  0.0391  0.0172  0.0005
Si  13.6485  16.4041  19.1555  0.0061  0.0134  0.0071
Si  10.8843  24.594  19.0917  -0.0702  0.154  0.0098
Si  13.6747  21.8552  19.0931  0.0217  0.0046  0.0013
Si  10.9281  30.1089  19.141  -0.0033  0.0264  -0.0121
Si  13.6723  27.3636  19.1123  0.0536  -0.0965  0.0126
Si  1.3481  4.1394  20.573  0.0112  -0.0549  0.0239
Si  4.1169  1.3972  20.5491  -0.0617  0.054  0.0124
Si  1.3632  9.6333  20.5252  0.1256  0.0483  0.0119
Si  4.1271  6.8571  20.5572  -0.0786  -0.1252  -0.0042
Si  1.3998  15.0201  20.5492  -0.0637  -0.0385  0.0157
Si  4.1106  12.3625  20.5594  0.0374  -0.0081  0.0381
Si  1.4139  20.4856  20.4755  -0.0106  0.0423  0.0078
Si  4.1246  17.7779  20.5949  0.0323  0.0691  0.0422
Si  1.3693  26.0289  20.5555  -0.0102  -0.0745  0.0465
Si  4.0716  23.3026  20.5314  0.0624  0.0297  0.0761
Si  1.3573  31.5243  20.5277  0.0355  0.0576  0.0102
Si  4.0906  28.772  20.5329  -0.0529  -0.0529  0.0311
Si  6.8774  4.1204  20.5346  -0.0025  0.068  0.0032
Si  9.525  1.4305  20.5695  0.0053  -0.0317  0.033
Si  6.8896  9.5968  20.5504  0.0231  0.0147  0.0124
Si  9.6112  6.8655  20.5618  -0.0258  0.0338  0.0107
Si  6.8065  15.0575  20.5918  -0.0524  -0.0263  0.0975
Si  9.5545  12.3448  20.606  0.0393  -0.0229  0.0931
Si  6.8003  20.5146  20.5628  0.002  0.0324  0.0975
Si  9.5201  17.7892  20.524  -0.0263  -0.0422  0.0494
Si  6.8222  25.9835  20.4869  0.0374  0.0501  -0.0059
Si  9.5026  23.2256  20.4581  0.0351  -0.0687  -0.0299
Si  6.8033  31.5275  20.5923  0.0117  -0.0668  0.0394
Si  9.5585  28.7373  20.4926  -0.054  -0.0096  0.0163
Si  12.2315  4.1837  20.5677  -0.005  -0.082  0.0392
Si  15.0011  1.4513  20.5561  0.0524  -0.03  0.0659
Si  12.3083  9.608  20.6055  -0.034  0.041  0.0545
Si  14.9798  6.9146  20.518  -0.0013  0.0499  0.0257
Si  12.2361  15.0699  20.5244  0.0075  -0.0416  -0.0217
Si  15.0391  12.2818  20.569  -0.069  -0.0077  -0.0135
Si  12.3071  20.4681  20.4395  -0.0047  -0.0404  -0.0012
Si  15.0448  17.7774  20.4767  0.0413  0.0015  -0.0652
Si  12.2687  25.9652  20.4113  -0.0162  -0.0031  -0.0471
Si  15.0478  23.2312  20.4329  -0.0147  0.0076  0.0068
Si  12.2676  31.4892  20.5171  -0.036  -0.0353  0.0246
Si  15.0208  28.7715  20.4614  0.0771  0.0752  0.0346
Si  16.3457  0.0473  21.9069  0.0755  0.0972  0.2035
Si  2.741  2.741  21.9063  0.039  -0.0565  0.2391
Si  16.298  5.5218  21.8528  0.0059  0.0775  -0.043
Si  2.7289  8.253  21.8546  -0.1406  0.2057  0.0379
Si  0.0102  10.9302  21.9838  0.0167  -0.0295  0.0095
Si  2.7443  13.6826  21.9984  0.0186  -0.009  -0.0346
Si  0.0112  16.4191  21.8281  0.0174  0.0242  0.1173
Si  2.7793  19.2018  21.9314  -0.0596  -0.0998  0.1353
Si  0.0417  21.8693  21.7657  0.0375  -0.0591  0.0483
Si  2.7458  24.6774  21.964  -0.0354  -0.0156  0.1205
Si  16.3779  27.4531  21.8528  -0.1249  0.082  0.0572
Si  2.7655  30.212  21.8919  -0.1369  -0.0503  0.0018
Si  5.461  0.1219  22.0275  -0.0112  -0.0472  0.0639
Si  8.1555  2.7639  21.9982  0.0256  0.0613  0.019
Si  5.5507  5.4967  21.8897  0.029  -0.1593  0.1728
Si  8.2835  8.2451  21.9224  -0.02  -0.0361  0.0835
Si  5.5345  11.0031  21.8614  -0.1336  -0.0556  0.0663
Si  8.1786  13.7195  21.9887  -0.0578  0.015  -0.054
Si  5.4188  16.3697  22.0234  0.1178  -0.0349  0.0132
Si  8.1633  19.1304  21.9374  0.0351  -0.0559  0.0829
Si  5.3959  21.9105  21.9051  -0.0283  0.0453  0.0218
Si  8.1068  24.5407  21.8449  -0.0632  0.1001  0.1259
Si  5.4785  27.3747  21.8445  -0.0393  -0.0227  0.0743
Si  8.1962  30.1073  21.8727  0.0586  0.0782  0.1646
Si  10.9119  0.0655  21.8935  -0.0206  -0.0244  0.133
Si  13.621  2.8521  21.9135  -0.1401  -0.015  -0.0524
Si  10.8786  5.5068  22.0243  0.0147  0.0263  0.1321
Si  13.6855  8.2632  21.997  0.1458  -0.1312  0.0505
Si  10.9109  10.9528  21.984  0.0354  0.0058  0.2185
Si  13.5817  13.6497  21.8237  0.0378  0.0217  0.2224
Si  10.8557  16.4237  21.9143  0.0156  0.0784  0.0384
Si  13.6581  19.1076  21.8313  -0.0824  0.0622  0.0843
Si  10.8995  21.8237  21.737  -0.0264  0.0655  0.0914
Si  13.5826  24.5331  21.7316  0.0595  0.109  0.0731
Si  10.9438  27.3395  21.7973  0.0775  -0.1681  -0.0131
Si  13.6184  30.0859  21.8464  0.0696  0.051  -0.0164
Si  1.2961  1.4337  23.3141  -0.0159  -0.1348  -0.1507
Si  4.2216  4.0681  23.2365  0.0939  -0.1621  -0.3643
Si  1.2295  6.9333  23.1422  -0.0705  0.1122  -0.1447
Si  4.1951  9.5897  23.1618  0.0079  0.0991  -0.1936
Si  1.3813  12.2956  23.3498  0.0775  -0.05  0.0403
Si  4.0709  14.9961  23.4829  -0.0474  0.1121  0.0908
Si  1.4532  17.7152  23.2123  0.1315  -0.1106  -0.1073
Si  4.023  20.6726  23.3871  -0.0364  0.0945  0.1066
Si  1.3073  23.225  23.2255  0.0872  -0.0209  -0.2022
Si  4.1737  26.0924  23.3348  0.0904  0.0555  -0.1205
Si  1.3419  28.906  23.2267  -0.0834  0.1797  -0.2286
Si  4.1073  31.5252  23.3798  -0.2207  0.0324  0.0296
Si  6.8033  1.4847  23.4936  -0.0671  0.1103  0.0929
Si  9.4536  4.1284  23.4241  -0.0687  0.0736  0.0228
Si  6.964  6.843  23.2671  0.0334  -0.0252  -0.2235
Si  9.5712  9.5686  23.42  0.146  0.0379  -0.0131
Si  6.8252  12.3252  23.3476  0.0076  -0.0837  0.0239
Si  9.4581  15.1545  23.3735  0.0399  -0.0119  0.024
Si  6.7714  17.7857  23.3611  -0.0631  0.0983  -0.0708
Si  9.6009  20.5351  23.209  0.0982  -0.0299  -0.0712
Si  6.6971  23.2458  23.3359  -0.0978  0.1463  0.0487
Si  9.6152  25.8566  23.051  0.0831  0.0253  -0.1899
Si  6.8322  28.7179  23.2273  0.0022  -0.0609  -0.1235
Si  9.5487  31.4872  23.2674  -0.1301  -0.1023  -0.1698
Si  12.2601  1.4736  23.2575  -0.0569  0.0815  -0.1868
Si  14.8612  4.3181  23.2952  0.0625  0.0607  0.1371
Si  12.2907  6.9042  23.3596  -0.127  -0.0034  0.019
Si  15.1168  9.5491  23.4381  -0.0933  -0.0624  0.0351
Si  12.267  12.3595  23.3457  0.0858  0.069  -0.018
Si  14.9538  15.0566  23.0926  -0.1786  -0.0851  -0.2148
Si  12.2457  17.794  23.2396  -0.0497  0.0128  -0.1672
Si  15.1126  20.4712  23.0925  0.0845  0.0407  -0.1756
Si  12.2968  23.0755  23.1279  0.1673  -0.0972  -0.133
Si  14.8273  26.0513  23.0037  -0.1231  -0.1175  -0.4173
Si  12.2818  28.6938  23.2084  0.0516  0.0042  0.0157
Si  14.9032  31.4808  23.2471  0.072  -0.0002  -0.2009
Si  16.274  2.9812  24.5242  0.1448  0.0622  0.1504
Si  2.5792  32.7599  24.7877  -0.1573  0.0414  -0.0087
Si  16.3862  8.0507  24.877  -0.0694  0.1441  0.3387
Si  2.8074  5.6286  24.146  -0.0956  -0.0642  0.2149
Si  16.3458  13.8264  24.4715  -0.1331  -0.1542  0.2777
Si  2.8257  10.8148  24.5968  0.1085  0.0477  0.076
Si  0.044  19.0764  24.4193  0.0122  0.1911  0.2046
Si  2.6922  16.4479  24.8438  -0.0119  0.1881  0.3505
Si  16.2247  24.7168  24.2088  -0.2699  0.0097  0.1249
Si  2.5477  22.0249  24.8844  -0.1279  -0.2685  0.1076
Si  16.2119  30.1065  24.6361  0.0638  -0.1763  0.1237
Si  2.853  27.6865  24.5212  0.2959  0.1534  0.2781
Si  5.4186  2.8607  24.9846  -0.092  0.0314  0.0773
Si  8.2301  0.0521  24.7308  0.1633  0.0204  0.3548
Si  5.6347  8.2714  24.4948  -0.0517  0.0795  0.2964
Si  8.1151  5.5445  24.881  0.0687  -0.0285  0.1966
Si  5.4561  13.5646  24.8311  -0.0674  -0.1213  0.1744
Si  8.1589  10.9521  24.7522  0.0111  0.0146  0.3054
Si  5.3747  19.2111  24.6725  0.0981  0.0546  0.2516
Si  8.1474  16.5319  24.8478  0.0011  0.0791  0.2338
Si  5.3479  24.6434  24.8863  0.1514  0.0617  0.0574
Si  8.1419  21.8055  24.5405  0.0783  -0.0918  0.4356
Si  5.5966  30.1898  24.6696  0.0397  0.1459  0.3294
Si  8.2771  27.2036  24.3494  -0.044  0.0154  0.0168
Si  10.9016  2.7618  24.6975  0.0516  -0.0893  0.288
Si  13.5952  0.1181  24.6039  0.016  -0.0511  0.163
Si  11.0282  8.2423  24.8249  -0.0435  0.1153  0.2052
Si  13.5212  5.6078  24.8949  -0.0775  -0.1331  0.2324
Si  10.7959  13.764  24.7091  -0.0115  -0.0769  0.3157
Si  13.7711  11.0264  24.7153  0.0531  0.1615  0.3199
Si  11.0441  19.2769  24.6397  0.2089  -0.0071  0.1673
Si  13.5694  16.3378  24.5079  -0.0416  -0.2721  0.3353
Si  10.8636  24.3781  24.4072  -0.2523  0.0368  0.4419
Si  13.7843  21.7591  24.4848  -0.0269  0.205  0.1189
Si  10.9628  30.0834  24.5574  0.0136  0.0693  0.0699
Si  13.4846  27.1963  24.5785  -0.0636  -0.1348  0.2902
Si  1.5528  4.3204  25.5371  -0.0185  -0.0053  -0.0555
Si  3.5015  1.75  25.9852  0.1244  0.1101  0.2551
Si  1.9137  9.0391  25.8552  0.2048  -0.2724  0.1353
Si  4.1249  6.9024  25.5474  -0.158  0.1157  0.1784
Si  0.8885  15.3335  25.976  -0.1469  0.2363  -0.1365
Si  4.3766  11.7688  26.1162  -0.2579  0.0431  -0.195
Si  1.281  20.2831  26.0128  -0.0293  0.1003  -0.0932
Si  3.7254  18.2656  26.1074  -0.1463  -0.1359  -0.4682
Si  1.2765  26.2  25.2169  -0.2173  -0.0395  0.7165
Si  3.3474  23.9016  26.2434  0.0166  0.142  0.1138
Si  0.7149  31.7916  26.0472  0.1354  -0.2318  0.0911
Si  4.1756  29.1002  26.1223  0.0791  -0.3266  -0.5313
Si  6.2682  4.7629  26.3651  0.0541  0.0353  0.0936
Si  9.8723  1.1116  26.0514  -0.0356  0.1123  -0.1069
Si  6.7218  9.641  26.1195  0.0648  -0.0368  -0.0429
Si  9.8809  6.6074  26.1288  -0.1077  -0.086  -0.1287
Si  6.7187  15.0699  26.1525  -0.0052  0.0853  -0.2528
Si  9.6883  12.156  26.1088  0.0396  -0.1266  -0.3697
Si  7.0673  20.2688  25.975  -0.1822  0.093  -0.1678
Si  9.4951  18.2296  26.0388  -0.0937  -0.0321  0.0174
Si  7.3559  25.5811  25.7969  -0.244  0.0524  0.1794
Si  9.4308  23.1812  25.926  0.0347  -0.1856  -0.0532
Si  7.2372  31.2474  26.1684  -0.0489  0.0908  0.0257
Si  9.3443  28.8161  25.6741  0.0239  -0.2549  0.2348
Si  11.9713  4.2456  26.1992  -0.0275  -0.027  -0.1743
Si  15.1116  1.4544  25.8537  -0.0645  0.0806  0.075
Si  12.147  10.0227  26.1046  -0.1326  -0.0009  -0.4694
Si  14.7034  6.9805  26.5323  0.3451  -0.0348  -0.3874
Si  12.4035  14.8603  26.0375  -0.1163  0.0646  -0.1429
Si  14.8466  12.8101  25.9804  0.1774  -0.2061  -0.1437
Si  13.0075  20.0573  25.9527  -0.1516  -0.0428  -0.0009
Si  15.1042  17.6196  25.6272  0.1071  -0.0862  0.205
Si  12.1461  25.5478  25.9207  0.0063  -0.2067  -0.0859
Si  14.6566  23.636  25.6068  0.1394  -0.3498  0.2415
Si  12.0602  31.6787  25.8998  0.0363  -0.0221  0.2951
Si  15.2906  28.1538  25.7224  0.2142  0.3326  0.3746
Si  1.8709  1.7909  31.5519  -0.0023  -0.0608  0.2468
Si  1.8273  5.144  28.5032  0.0278  -0.0858  0.2523
Si  16.0481  3.6729  32.7969  0.0375  -0.0093  0.045
Si  3.909  12.1173  29.0862  -0.0616  -0.1135  0.325
Si  0.5778  10.2115  28.4689  0.1831  -0.1415  0.3044
Si  6.5991  12.401  30.2699  -0.2561  -0.1214  0.1743
Si  16.1686  20.4632  28.7951  -0.1003  0.1395  0.4103
Si  15.5699  24.27  28.2497  -0.0757  0.0364  0.4082
Si  2.2064  24.772  28.8271  -0.0011  0.1689  0.3293
Si  13.3923  28.7694  37.0378  -0.1394  -0.0898  -0.2875
Si  15.9073  31.3353  28.8721  0.1242  0.1141  0.2043
Si  6.0346  1.9292  33.2046  0.0121  -0.149  0.0672
Si  7.3199  5.2409  29.3396  0.1331  -0.1093  0.3406
Si  8.2462  8.0154  28.4787  -0.1363  -0.0635  0.0485
Si  9.0973  13.8482  32.9563  0.0824  0.105  0.0798
Si  8.631  13.7487  28.4053  -0.0148  -0.1843  0.1861
Si  1.8352  19.3781  30.821  -0.023  -0.0053  0.1526
Si  5.6635  22.997  30.9624  -0.0315  0.1832  0.1492
Si  5.82  25.9552  30.7966  -0.0299  -0.0539  0.2698
Si  8.2813  27.3879  28.0142  0.0162  0.0127  0.146
Si  5.6195  28.203  28.6608  0.0046  -0.0232  0.2607
Si  7.6627  31.8465  29.3848  -0.0062  0.0755  0.2755
Si  9.0111  1.621  29.0109  0.0444  -0.1582  0.3604
Si  13.5796  2.7122  28.4142  0.0178  -0.2102  0.1273
Si  9.8682  5.9978  32.4854  0.1372  -0.0495  0.0818
Si  13.9863  9.4899  28.4318  -0.1078  0.1306  0.3026
Si  3.4398  9.825  31.3036  0.0416  -0.1042  0.2033
Si  11.3209  15.1862  29.0705  0.1632  -0.0453  0.1361
Si  13.2106  20.2849  28.9221  0.1347  0.1475  0.372
Si  9.4913  22.6289  28.9143  0.026  0.059  0.1501
Si  9.8889  22.9671  33.852  0.0188  -0.0969  0.1067
Si  10.5101  25.5911  28.8027  0.2607  0.1382  0.3149
Si  12.5281  27.7406  29.9189  -0.0034  0.0166  0.1392
Si  0.5592  31.2648  34.6642  0.0642  0.0264  -0.2844
Si  3.3873  2.515  28.9156  -0.0478  0.1015  0.3214
Si  1.6509  7.7825  30.1944  0.18  -0.1816  0.3144
Si  8.0574  10.931  32.0929  0.0243  -0.1837  0.0262
Si  2.0896  13.3099  33.2884  0.0451  0.1019  -0.0269
Si  3.618  16.9009  30.6979  -0.2495  0.037  0.272
Si  5.4526  16.9151  28.2161  -0.1694  0.0891  0.2291
Si  0.7079  19.2461  33.5471  -0.0222  0.0745  0.0845
Si  14.5924  22.5413  30.2986  -0.088  0.0966  0.1904
Si  4.5854  28.6232  33.8874  -0.0338  0.1323  -0.1393
Si  3.4727  30.1789  28.645  -0.0638  0.1274  0.5335
Si  6.1476  1.5146  30.0679  -0.0374  -0.2154  0.2627
Si  15.3497  5.1306  28.9227  0.0806  0.1783  0.4096
Si  5.6461  9.8395  33.5922  -0.1138  -0.1186  -0.0655
Si  13.7523  8.2893  33.3722  -0.0669  -0.119  -0.0443
Si  7.8137  18.3081  29.5983  -0.0056  -0.0491  0.2545
Si  6.5478  21.001  32.9578  -0.0325  0.1447  0.0994
Si  10.8832  18.0991  28.8671  0.0767  0.1101  0.155
Si  6.77  21.2534  28.8174  0.0168  0.1157  0.2205
Si  9.7744  26.0907  33.9397  0.1243  0.0408  0.0658
Si  7.7736  32.1274  34.0703  0.0735  -0.0181  -0.0898
Si  8.6109  30.137  31.8593  0.1266  0.0787  0.2161
Si  9.6564  3.8351  30.6208  0.1198  -0.0629  0.1159
Si  15.6091  6.4825  31.4278  0.082  0.0618  0.1786
Si  9.9826  8.8914  31.007  0.0126  -0.0969  0.3253
Si  8.0954  16.8422  32.4415  0.091  -0.0651  0.2279
Si  12.0584  13.623  31.7231  0.0149  -0.08  0.1388
Si  1.9833  14.2233  30.4633  0.0364  0.1313  0.1409
Si  9.2818  20.9148  31.572  0.0237  0.0143  0.2755
Si  11.8567  20.7647  34.8236  -0.054  0.0748  -0.3241
Si  15.1327  27.2969  28.4734  -0.057  -0.0082  0.3119
Si  13.0844  30.4571  28.6721  -0.0838  -0.019  0.4822
Si  15.9834  30.1892  37.3015  -0.0953  0.0895  -0.3439
Si  0.417  5.4285  35.2355  0.0175  0.0358  -0.2364
Si  1.7149  27.6956  29.1906  -0.1105  -0.2038  0.2811
Si  1.5716  10.4943  33.7019  0.0331  -0.0542  -0.1801
Si  3.8485  10.6655  35.6671  0.0023  0.0212  -0.1438
Si  15.3836  17.0001  34.982  0.0199  0.0026  -0.0812
Si  0.4949  13.2821  28.2245  -0.1364  0.0145  0.0546
Si  14.9056  21.2078  34.8147  -0.0212  -0.0109  -0.1393
Si  3.7669  16.6795  36.0299  -0.0725  -0.1257  -0.2428
Si  1.885  31.5196  30.8096  0.0101  0.0742  0.2059
Si  2.4215  28.6596  31.9841  -0.1585  0.0183  -0.0808
Si  3.3762  5.3864  35.6792  0.0355  0.0493  -0.2398
Si  12.6028  3.6176  36.2238  -0.0243  -0.1238  -0.2444
Si  7.4278  4.314  32.1366  -0.0772  -0.095  0.1894
Si  10.371  2.4634  37.8881  0.0036  -0.03  -0.1065
Si  7.3648  13.6621  35.3426  0.0678  0.0406  -0.1849
Si  5.2091  13.5585  32.9357  -0.0738  0.0186  0.0227
Si  15.4013  23.6676  33.2263  -0.0956  0.227  -0.1389
Si  2.0943  23.5024  34.016  -0.033  0.0011  -0.06
Si  3.4062  24.6497  31.6891  0.0246  0.0251  0.2006
Si  1.5488  28.0936  37.4297  -0.1589  -0.072  -0.3
Si  7.2503  27.4783  33.0482  -0.0063  -0.0126  -0.0103
Si  14.5131  1.8063  34.6184  0.058  0.0074  -0.091
Si  14.5607  31.9633  32.998  0.0615  -0.0185  -0.0219
Si  12.7561  10.3704  31.219  -0.1581  0.1119  0.2944
Si  3.3474  2.7614  34.1071  -0.109  -0.0502  0.0071
Si  10.6799  18.5442  32.9674  0.0548  0.0679  -0.0057
Si  7.8231  21.7292  35.7342  0.0701  0.1019  -0.2718
Si  11.1278  28.4409  32.4464  0.0625  0.0524  -0.0206
Si  13.7475  17.6207  37.4101  -0.0442  0.1226  -0.2131
Si  5.3747  0.4911  37.2065  0.3219  0.0181  -0.2945
Si  13.7918  0.1088  29.9731  0.0817  -0.17  0.2164
Si  14.7323  5.0611  37.5286  -0.0427  -0.1871  -0.241
Si  2.6765  0.7861  38.1299  0.0408  0.0704  -0.329
Si  0.7318  9.8123  37.8341  -0.0337  -0.1121  -0.1131
Si  2.1745  12.5948  37.2747  0.0999  0.1475  -0.2713
Si  1.2384  15.0917  35.5542  -0.0253  0.1247  -0.1773
Si  5.9125  15.014  37.5084  -0.0066  0.0494  -0.2832
Si  5.2203  21.8643  37.5133  0.093  0.0807  -0.3295
Si  4.2473  18.8899  37.9972  -0.1172  -0.1113  -0.1616
Si  14.2034  24.9297  37.0246  -0.2324  0.0303  -0.3961
Si  2.4843  23.3112  37.0453  -0.012  -0.0555  -0.1719
Si  13.3275  29.3205  34.2201  0.0913  0.0153  -0.1975
Si  1.8657  28.4175  34.6672  -0.1272  -0.0355  -0.296
Si  4.8045  6.2846  37.9775  0.148  -0.0961  -0.3264
Si  4.8663  8.0071  35.7724  -0.0488  -0.1069  -0.2562
Si  11.7783  6.312  34.874  0.0636  -0.018  -0.0868
Si  5.1945  16.5739  33.1512  0.0388  -0.039  0.0708
Si  6.881  12.446  37.9163  0.0456  -0.075  -0.0909
Si  3.3024  20.6751  33.0759  -0.0014  0.0329  -0.0669
Si  4.6111  28.696  37.9865  0.0936  0.0388  -0.205
Si  10.346  20.7972  37.4179  -0.1367  0.0719  -0.4355
Si  8.2024  0.5709  36.5211  0.066  0.1892  -0.2372
Si  5.6665  30.546  35.6962  0.0381  0.2693  -0.277
Si  12.3922  6.9339  37.7477  -0.1389  0.017  0.053
Si  16.1109  8.5333  35.0532  0.019  -0.1212  -0.2103
Si  1.0582  1.2391  35.7052  -0.0444  -0.062  -0.2617
Si  11.2564  16.4342  36.2479  0.1376  0.0465  -0.2178
Si  12.7119  14.9746  38.3335  -0.0307  -0.0393  -0.3733
Si  9.6339  17.9484  38.1296  -0.0601  -0.1913  -0.259
Si  12.5967  16.2226  33.4647  -0.0001  0.0557  0.0308
Si  14.359  26.3649  34.3767  0.0088  0.0049  -0.4282
Si  15.9433  22.2988  37.4093  0.0464  -0.0301  -0.2605
Si  8.3063  31.5928  38.9339  -0.0189  -0.0433  -0.1625
Si  12.0346  26.1162  35.7789  -0.2345  -0.0971  -0.2051
O  15.6119  31.2459  38.4742  0.2101  -0.2302  0.0396
O  2.6158  32.0792  38.8002  0.0452  -0.2102  0.2079
O  1.1542  3.7508  39.8483  0.046  0.3006  0.4121
O  2.9069  1.8769  39.3034  0.1484  -0.09  0.1502
O  13.8774  6.4149  37.3251  0.054  0.0957  -0.1778
O  15.5835  5.1619  38.8965  -0.008  0.1766  0.1912
O  1.9259  8.9972  38.6015  0.254  0.0043  0.1897
O  1.2204  11.2879  37.3681  -0.3437  -0.041  0.1246
O  15.1732  12.3624  39.9528  0.0347  -0.3703  0.0992
O  16.0012  10.0709  38.963  -0.2777  -0.2023  0.1964
O  6.9971  14.9825  36.2669  0.061  -0.0687  0.3275
O  4.4907  15.6304  37.0367  -0.0211  -0.0159  0.2286
O  1.0712  15.1966  39.6657  0.1699  0.1531  0.3114
O  15.5642  17.4815  39.8476  -0.2725  0.0562  0.1206
O  2.7868  19.114  38.6645  0.0843  -0.0677  -0.0058
O  5.0644  20.2491  37.658  -0.0471  -0.2997  -0.1474
O  1.1748  22.3733  37.3255  0.1032  0.0429  -0.1756
O  1.1801  20.4853  39.8651  0.2696  -0.134  0.3896
O  2.6674  24.3345  38.3257  -0.074  0.004  0.4383
O  1.5855  25.8339  0.1102  -0.1996  0.3635  -0.1906
O  12.5937  24.7842  36.5897  0.0621  -0.0782  0.1281
O  15.0247  28.8608  37.2534  0.2686  -0.0556  0.132
O  4.2195  29.9215  38.9993  -0.0684  0.0183  -0.2296
O  16.1302  31.5203  33.2679  0.1779  -0.3188  0.0365
O  3.8778  1.1106  37.0395  -0.3337  0.2193  0.1498
O  8.6536  30.0077  38.9079  -0.2067  0.2342  -0.2231
O  9.4055  3.1165  39.0272  -0.2236  0.1759  0.3733
O  13.2051  2.3064  35.4509  -0.0531  -0.1663  0.1588
O  3.5832  7.0125  38.7844  -0.111  -0.089  0.3471
O  5.8478  5.77  39.0584  0.0005  0.1358  0.0903
O  5.6757  7.2437  36.9578  -0.1091  0.1725  0.3318
O  9.4723  7.2515  39.7796  0.141  0.0162  0.5717
O  6.3328  11.0483  38.5421  -0.2494  -0.2995  0.3437
O  7.4036  9.1353  39.8195  -0.2399  0.1155  0.227
O  5.6034  13.4743  37.941  0.0138  -0.0457  0.2771
O  8.0621  13.1917  38.7795  -0.0844  0.324  0.224
O  4.9928  17.9675  39.1246  0.0629  -0.0999  0.0791
O  6.4611  15.8223  38.8185  0.1534  0.2312  0.0708
O  8.1662  18.4376  38.6893  -0.0436  0.3516  0.3057
O  6.9261  20.5395  39.7928  -0.2616  0.2674  0.4116
O  6.5662  22.2536  36.6464  -0.1163  -0.1457  0.0613
O  5.3193  22.4894  39.0206  -0.1538  -0.0341  0.4314
O  9.2346  23.695  39.7367  0.1759  -0.164  0.1156
O  7.256  25.7502  39.685  -0.1258  -0.1263  0.4737
O  5.5373  27.5811  38.7358  0.0968  -0.1909  -0.1712
O  3.1647  27.9867  37.6339  -0.042  0.0424  -0.0156
O  5.5659  0.541  38.8269  -0.1926  -0.1418  0.1599
O  5.1656  31.8229  36.544  -0.1867  0.0769  0.0963
O  9.5051  32.6152  39.3912  -0.1827  0.3957  0.0085
O  9.3628  1.5271  37.0519  0.115  -0.0868  -0.0454
O  11.6691  1.7709  38.5854  0.207  -0.2065  -0.0186
O  13.7986  0.2878  39.1488  0.0215  -0.3809  0.2804
O  11.5496  5.9322  38.7709  -0.3755  0.029  0.3072
O  15.9121  1.7114  35.4792  0.0649  0.1175  0.0399
O  12.793  8.2629  38.6004  0.2985  0.0902  0.2537
O  0.1518  6.9771  34.7805  0.2351  0.25  -0.0011
O  9.9182  11.9291  39.9479  -0.2888  0.1202  0.5148
O  11.8693  10.055  39.9409  0.271  -0.0822  0.3136
O  13.4462  13.5496  38.6133  -0.2133  0.224  0.3697
O  12.0046  15.1548  39.7947  0.1766  -0.3376  0.2288
O  12.3354  17.6248  36.5859  -0.0691  0.1102  0.0497
O  10.2579  17.0122  39.2857  -0.0141  -0.1172  0.3602
O  11.4807  15.9991  34.6792  -0.3132  0.0256  0.3288
O  13.7429  18.7619  38.5844  0.0785  0.0423  0.1144
O  10.5936  21.9328  38.542  0.0987  0.2685  0.3485
O  10.4891  19.3234  38.0687  0.3847  0.0632  0.0021
O  14.1579  25.3209  38.607  0.1857  -0.0694  0.3513
O  15.5937  22.0293  38.9741  0.056  0.2018  0.3052
O  9.9404  28.1273  39.885  -0.1205  0.366  0.5036
O  11.9915  26.2576  39.8017  0.2509  -0.2319  0.3748
O  12.825  29.0701  38.5104  -0.0371  -0.1838  0.4295
O  11.4701  30.8895  39.4661  0.0826  -0.1158  0.4418
O  1.504  5.2249  26.9148  0.0249  0.3775  -0.2518
O  0.4656  4.5775  29.2217  -0.1332  -0.2732  0.0865
O  3.2363  1.5415  27.6177  0.1989  -0.157  -0.4267
O  2.53  3.0441  25.7751  0.2164  -0.1441  0.1093
O  1.5336  9.7761  27.2573  -0.0254  0.4502  -0.1118
O  0.6254  14.2589  29.5445  -0.205  -0.107  -0.2087
O  5.0025  5.8651  26.5297  0.3049  -0.2491  -0.1396
O  3.0933  7.9361  26.3686  -0.4216  0.3539  -0.2507
O  16.154  16.5292  26.4868  -0.1611  0.1007  -0.3865
O  1.3471  14.1684  27.1115  0.3239  0.4215  -0.1405
O  8.506  15.2437  32.3078  0.0824  -0.0651  -0.1639
O  3.5178  12.0803  27.504  -0.2182  -0.1332  -0.2836
O  2.4685  19.2577  26.567  0.286  -0.1843  -0.1327
O  4.5104  18.0593  27.5421  0.237  -0.1141  0.3267
O  4.7257  16.446  29.5969  0.0219  -0.0655  -0.3132
O  2.7404  18.1676  30.2352  0.022  0.2114  0.0254
O  2.1403  25.023  26.0276  0.1695  -0.1996  0.0708
O  0.725  24.153  28.6682  0.001  -0.2066  -0.0929
O  4.1377  23.2113  31.4689  -0.0236  -0.2204  -0.1486
O  3.3262  23.9248  27.9488  0.2061  -0.223  -0.4515
O  3.0103  31.4402  29.5904  -0.0027  -0.1584  -0.377
O  0.5022  31.1748  27.592  0.2877  -0.3054  -0.3236
O  3.7077  30.4671  27.0328  -0.067  -0.2993  -0.0275
O  4.9389  28.0478  27.1662  0.1105  0.2725  -0.2934
O  6.736  4.5641  27.9626  0.039  -0.3246  -0.3014
O  6.6275  3.4885  33.3141  0.1141  0.1498  -0.0353
O  9.222  1.8139  27.4103  0.1454  0.3523  -0.3674
O  7.515  2.1642  29.4359  0.0317  0.4495  -0.3822
O  7.3413  9.0258  27.5465  0.0497  -0.1864  0.0054
O  5.491  10.6361  26.6056  -0.173  0.3968  -0.2063
O  7.283  6.8739  29.1691  -0.2604  0.2462  -0.0799
O  9.088  8.7803  29.6528  -0.2206  -0.138  -0.1633
O  6.9892  17.3954  28.5136  0.2205  0.1594  -0.3769
O  7.7709  14.3657  27.1851  -0.0164  -0.2531  -0.2126
O  9.3311  12.432  27.7223  -0.2264  -0.1201  0.0279
O  5.5234  15.7205  27.1112  0.2302  0.0441  -0.217
O  6.2982  20.9872  27.2766  0.2068  0.0482  -0.2269
O  8.3177  19.3166  26.5971  -0.0046  -0.123  -0.4815
O  10.5847  17.8376  27.2686  -0.0425  0.1094  -0.453
O  12.8527  14.8278  32.59  0.0066  0.0067  0.0155
O  7.2066  26.5115  27.1451  -0.2968  -0.0031  0.1972
O  7.2454  28.4588  28.7111  0.1803  -0.13  0.0147
O  10.009  22.4392  27.342  -0.1557  0.1228  -0.5588
O  8.3953  24.4041  26.3812  -0.3858  0.1798  -0.0294
O  7.2835  31.4385  27.841  -0.463  -0.2527  -0.7727
O  6.3449  32.6923  29.9182  -0.1727  0.1436  -0.0458
O  9.4869  28.13  27.1878  0.0855  0.1886  -0.2608
O  8.2486  29.9935  25.9418  0.0959  -0.1408  0.0199
O  9.3382  7.309  27.5078  -0.0153  0.0822  -0.1474
O  10.885  5.4006  26.709  -0.1615  0.211  -0.1936
O  14.5452  2.0911  27.2596  -0.1549  0.091  -0.3717
O  16.327  0.4186  26.2426  -0.1227  0.0942  -0.2822
O  12.6756  10.0955  27.6778  -0.0638  -0.201  -0.0955
O  10.846  11.0059  26.1967  0.1534  0.034  0.1861
O  14.0669  7.976  27.7355  0.3829  -0.5047  -0.3459
O  15.2507  5.6672  27.3862  -0.0244  0.1469  -0.0333
O  13.427  13.5932  26.1307  -0.0056  -0.1767  0.2223
O  12.094  15.1521  27.6407  0.1204  -0.0959  -0.2572
O  15.443  12.991  27.5441  -0.0799  -0.1223  -0.1277
O  14.0721  16.6584  34.0522  0.0799  -0.0658  -0.1063
O  9.7573  21.4759  30.0796  -0.074  -0.0306  -0.1799
O  12.8298  20.8346  27.4182  -0.2698  -0.2713  -0.2405
O  8.7604  22.8994  35.053  0.0318  0.225  -0.0209
O  13.9986  18.7303  26.3179  0.0436  0.1458  -0.1376
O  11.1794  25.635  27.2973  0.441  -0.0024  -0.2867
O  11.5488  26.459  29.7181  -0.1577  -0.2155  0.0543
O  13.3422  24.4434  26.2372  -0.0754  -0.0215  -0.2762
O  15.4351  23.2318  27.0007  0.2254  0.0056  -0.0482
O  12.8075  30.8609  27.1245  0.129  0.3465  -0.2355
O  10.9554  32.7445  26.5774  -0.1593  -0.1565  -0.4065
O  0.2772  27.2612  26.0652  -0.3385  0.2139  -0.3799
O  14.6968  30.2327  28.9557  0.0958  -0.096  -0.1404
O  13.1743  29.8052  35.783  -0.1466  0.2558  0.1495
O  1.9029  0.1353  31.6456  -0.1  -0.0266  0.0693
O  3.0925  4.1247  28.7187  -0.0322  -0.0084  0.0858
O  0.4389  2.5043  31.9458  -0.1313  0.1609  -0.2382
O  0.7402  7.0672  31.3619  0.1835  0.2353  -0.1794
O  2.065  6.656  29.0822  -0.1609  -0.1451  -0.2893
O  7.308  10.9679  30.6334  0.0258  -0.0245  -0.0902
O  3.5982  10.7874  29.9992  -0.21  -0.1456  -0.1799
O  0.963  11.7849  28.7767  -0.0395  0.1002  -0.1464
O  11.3878  16.7288  29.5963  -0.1459  -0.1847  -0.0836
O  2.5542  15.6787  30.9102  0.1076  -0.1748  0.2442
O  1.5238  13.4223  31.7881  -0.0663  -0.1912  -0.2506
O  14.6672  22.7695  34.371  0.0906  -0.1734  0.158
O  0.2302  20.6864  27.2438  0.2957  -0.0616  -0.3569
O  14.7381  19.6424  28.9093  0.0783  -0.0859  -0.1535
O  13.3024  21.5291  30.0381  0.0154  -0.2486  -0.3457
O  2.3916  24.7502  30.4465  -0.1179  0.1037  -0.4608
O  14.3978  28.0136  34.0854  0.163  -0.0716  0.2549
O  0.1057  27.7847  29.1694  -0.1099  0.204  -0.0761
O  14.6545  28.2785  27.2565  0.0072  -0.1487  -0.2376
O  2.3101  29.0427  28.5377  -0.2491  0.0039  -0.2124
O  4.737  1.9042  34.2027  0.0128  0.1564  -0.0079
O  5.7547  1.7933  31.6141  -0.1644  0.0197  -0.2715
O  8.5779  3.2297  31.7033  -0.05  0.0481  -0.2236
O  8.8981  4.7977  29.5229  -0.1168  0.2735  -0.4079
O  10.6112  4.8311  31.5304  -0.1939  -0.2061  -0.242
O  8.2561  5.6546  32.6251  -0.0315  0.2095  -0.1333
O  7.1383  10.3153  33.2693  0.2094  0.1548  0.1096
O  4.7942  9.7216  32.2046  -0.0756  -0.1845  -0.2726
O  6.752  17.0104  33.3756  -0.0428  -0.0451  -0.0526
O  7.7371  13.437  29.7372  0.3218  0.3057  -0.111
O  0.7014  18.9585  31.9349  -0.1806  0.2347  -0.1447
O  5.612  21.8501  29.8037  0.0595  0.0306  -0.0769
O  7.1994  19.8138  29.4629  -0.0873  -0.016  0.0639
O  10.3583  19.6986  31.843  -0.2044  -0.1853  -0.0955
O  16.0618  20.4615  33.9187  0.0148  0.1757  0.2465
O  7.8632  22.4806  28.7832  -0.1397  0.0667  -0.1203
O  4.8341  29.5058  29.3037  0.1479  -0.0176  0.0905
O  5.3833  26.8201  29.4931  -0.0995  0.1219  -0.1071
O  1.4529  27.9944  33.1443  0.0619  0.0266  0.044
O  5.9229  27.7205  33.9599  -0.1028  0.0337  -0.0583
O  8.0204  30.6072  30.4042  0.0761  0.2134  -0.0999
O  8.5693  31.4555  32.8299  -0.0635  0.1314  0.0023
O  10.1693  2.4957  29.8225  -0.1015  0.0056  -0.0219
O  8.9938  0.0255  29.393  0.0018  -0.2105  0.0896
O  2.9217  2.5373  32.5469  -0.1419  0.0914  -0.3009
O  12.3281  3.3878  27.5957  -0.3144  0.374  -0.2949
O  12.5701  7.2744  33.8232  -0.1677  -0.1392  0.0411
O  10.1264  7.4384  31.7505  0.0947  0.09  0.0367
O  15.4185  10.152  28.0301  -0.068  0.0872  -0.3758
O  13.8202  9.9178  30.0313  0.3522  -0.275  -0.4844
O  10.6461  13.6161  32.5421  0.0287  0.1639  -0.128
O  11.9673  14.1757  30.1834  -0.1503  -0.0444  -0.4269
O  9.3772  22.2412  32.5047  0.0737  -0.2748  -0.1307
O  15.2437  25.8029  27.8442  -0.0766  -0.0101  -0.383
O  9.7501  14.8187  28.8804  -0.2572  -0.0734  0.1063
O  10.1829  24.0659  29.3597  -0.1853  -0.0853  -0.3232
O  11.2953  22.1758  34.1781  -0.0091  0.0408  0.2092
O  12.3973  28.189  31.47  -0.0474  -0.2282  -0.0483
O  9.0799  26.3716  28.9976  -0.3716  0.0042  -0.0348
O  14.0475  27.2604  29.6773  0.1726  0.1335  -0.1777
O  10.0533  24.5432  33.5101  0.2113  0.0831  0.0241
O  11.7873  28.9436  33.8373  -0.0691  0.1953  0.4172
O  12.2486  29.0927  29.0177  -0.1619  0.1439  -0.3274
O  15.8974  30.9739  35.8675  -0.3109  -0.2135  0.356
O  1.3853  32.6307  34.9583  -0.1772  0.025  -0.1068
O  2.2892  2.0599  30.0166  0.0172  0.0545  -0.288
O  4.2044  5.0602  37.0551  -0.2324  0.1927  0.0216
O  2.5977  10.0135  34.8539  -0.0091  -0.1814  0.2464
O  3.0656  8.3134  30.8166  0.0971  -0.0998  0.1928
O  1.266  12.0752  33.9699  0.0919  -0.034  -0.1111
O  8.3992  12.4793  32.4311  -0.2851  0.1455  -0.0644
O  5.5277  12.2939  29.0678  0.2635  0.1424  -0.0394
O  3.2035  13.432  29.7318  0.1064  0.0834  -0.049
O  3.7029  13.035  33.2865  -0.0619  -0.0837  -0.1284
O  4.4171  16.5659  34.5583  0.0684  -0.187  0.0118
O  4.3552  17.4501  32.0654  0.0265  0.0526  -0.0563
O  0.8252  9.1019  29.6624  0.0325  0.3086  -0.1581
O  2.7132  24.7234  33.1433  0.1482  0.2241  -0.0881
O  14.8255  23.033  31.8299  0.0388  -0.2213  -0.0174
O  10.4435  26.255  35.4505  -0.1808  -0.2022  0.0662
O  3.4356  28.01  34.8648  -0.1873  -0.3291  0.1325
O  2.2614  26.3685  28.4304  0.0693  0.0814  -0.2934
O  2.1214  30.2498  31.7962  0.1773  0.1658  -0.1246
O  0.4123  31.2362  30.2056  -0.0483  -0.2001  -0.1997
O  4.9353  2.259  29.3022  0.2339  0.2976  -0.0029
O  6.8152  0.539  33.5545  0.0967  -0.0243  -0.1896
O  11.5515  7.0783  36.3247  -0.1116  0.1344  0.2126
O  10.4142  5.9829  34.028  0.0083  -0.1877  0.0801
O  5.707  8.4358  34.4365  0.1559  -0.1373  0.1427
O  6.5824  4.7711  30.7678  -0.0784  0.134  -0.2656
O  9.3208  9.9407  32.0595  -0.0133  0.1475  0.085
O  11.4031  9.6194  30.6847  -0.052  0.0314  -0.3261
O  8.7997  13.9027  34.577  -0.0773  0.1016  0.2256
O  12.6104  12.0296  31.5599  0.085  -0.0352  -0.0298
O  2.2984  19.6079  33.9079  0.1117  -0.1126  0.1851
O  2.9404  22.1225  33.7634  -0.0695  0.0148  0.2642
O  2.7906  20.53  31.512  0.2139  0.2017  -0.1224
O  6.464  22.5125  32.312  0.1378  -0.091  0.0083
O  7.1432  20.9094  34.4837  0.1407  -0.1549  -0.004
O  2.1894  23.9887  35.5763  0.0868  -0.0443  0.1539
O  8.2159  26.5725  34.0124  -0.197  0.2699  0.275
O  10.3746  27.0363  32.7502  -0.1629  -0.1034  0.1003
O  4.7713  30.1743  34.377  0.2179  0.0509  -0.15
O  6.9899  26.6574  31.6649  0.2388  0.2623  -0.0198
O  7.7504  28.9566  32.5781  0.1396  -0.0262  0.2102
O  11.0686  3.4394  36.7665  -0.044  -0.0596  0.2457
O  14.7586  2.9039  33.429  0.1087  -0.1527  0.0788
O  13.2009  1.587  29.5734  -0.0459  0.2066  -0.1252
O  3.6786  4.3255  34.4747  0.002  0.0267  -0.1281
O  15.5314  4.9243  31.9037  0.0317  -0.1821  0.0531
O  13.2143  9.6415  32.6237  0.2018  -0.0129  -0.0954
O  14.3302  3.9119  29.2168  0.062  0.0845  0.1797
O  0.3052  9.5133  33.8792  0.0347  0.1301  -0.1051
O  9.3216  17.6471  33.1617  -0.0842  0.1978  0.2488
O  7.6753  17.4816  31.0067  0.1227  0.3983  -0.2478
O  9.4091  18.5052  29.4085  -0.1108  0.2091  0.1616
O  0.1321  17.8877  34.2395  0.1161  -0.102  0.0417
O  14.937  17.8416  36.3165  0.1045  0.1359  -0.0097
O  15.9235  21.8041  29.7066  0.1404  -0.1567  -0.1974
O  12.0352  19.2015  29.268  -0.1075  -0.1064  -0.2399
O  11.0521  19.4292  34.2971  -0.24  -0.0941  0.0159
O  6.2687  24.4224  30.4072  -0.1088  -0.1644  0.0362
O  13.73  30.5787  33.256  0.1307  -0.044  0.1265
O  15.1034  32.7612  28.9816  0.1518  0.1158  0.0739
O  12.6787  31.7458  29.6268  -0.1524  -0.015  -0.1666
O  10.1426  29.5593  31.7632  0.1792  0.1497  -0.1117
O  14.2707  32.6306  31.5266  -0.079  0.0402  -0.3485
O  12.7535  26.0349  34.2974  -0.1955  0.0945  -0.0072
O  2.1361  2.2868  35.0786  -0.0626  -0.0763  0.1999
O  1.8022  5.3511  36.0604  -0.0375  -0.2471  0.0075
O  2.196  27.6789  30.736  0.2153  -0.1787  -0.1197
O  1.1071  29.6718  37.6061  0.1729  -0.1081  0.4249
O  0.5407  4.4138  33.9569  -0.0128  -0.0905  -0.0101
O  2.1974  10.3729  32.2105  0.0257  0.2513  -0.153
O  3.4934  12.0394  36.4514  0.178  0.2855  0.1777
O  0.1305  8.9814  36.5617  0.1085  0.2457  0.2184
O  13.8502  16.124  38.0801  0.012  -0.3124  -0.0761
O  16.0938  15.5977  35.4543  -0.1404  -0.2826  0.074
O  1.7688  14.6884  34.0675  0.2696  0.1288  -0.0474
O  1.3679  13.7831  36.5047  -0.0142  -0.1492  0.2597
O  13.4485  20.4999  34.5727  -0.0084  -0.2099  0.0224
O  1.0523  19.7929  29.4808  -0.004  -0.2971  -0.0707
O  2.1786  16.33  36.0534  0.035  0.2462  0.0115
O  4.0275  18.1781  36.5569  -0.0343  0.4816  -0.065
O  1.6338  30.0434  34.6674  0.0035  0.0157  0.2633
O  15.1971  23.6623  36.9485  0.1299  -0.0128  0.1408
O  4.0088  28.6217  32.3697  0.1311  -0.2549  -0.2548
O  1.105  27.6721  35.8916  0.1228  -0.235  0.1411
O  1.2891  1.0721  37.3121  -0.1412  -0.3121  0.0919
O  3.739  6.9296  35.2303  0.1216  -0.0515  -0.1555
O  6.6746  1.242  36.4914  -0.1561  -0.2227  -0.0155
O  5.0159  10.9799  34.5754  0.0438  0.1621  0.1652
O  4.3197  9.3645  36.5408  0.093  0.0536  0.1025
O  13.6292  3.8541  37.4946  0.066  -0.0626  0.0367
O  7.0031  3.7954  39.9642  -0.0412  0.0352  0.4188
O  5.1495  15.1023  32.4739  -0.1324  0.0916  -0.2593
O  2.6444  13.1785  38.714  0.1686  0.4067  0.2911
O  6.2003  13.4643  34.2139  0.1258  -0.0038  -0.0086
O  5.7551  12.7781  31.6251  -0.0934  -0.1425  -0.2066
O  15.381  21.1508  36.3825  -0.029  0.2085  0.1147
O  15.1059  25.2972  33.3539  0.2677  -0.1388  0.1266
O  11.6011  20.9393  36.4053  0.1354  -0.1191  0.165
O  4.9643  20.4352  33.0718  -0.0432  0.1257  0.1101
O  8.7989  0.0944  35.0767  -0.0829  -0.0297  0.1738
O  12.6099  27.4006  36.6108  0.1746  0.0408  0.4054
O  7.0907  30.9363  34.9755  -0.0469  0.0986  -0.0711
O  5.52  29.2669  36.7277  0.004  -0.2032  0.227
O  12.5581  4.8967  35.1866  0.1018  -0.0096  0.2617
O  14.1394  0.323  34.0609  -0.0529  0.0345  0.0808
O  14.7205  7.4705  32.3459  -0.0947  -0.1297  -0.0571
O  14.5102  8.6709  34.7726  0.1355  -0.1565  0.3229
O  15.0209  6.4136  29.9016  0.0734  -0.2625  -0.1184
O  15.662  4.8723  36.2119  -0.2347  0.113  0.0875
O  11.9293  17.5048  32.6284  0.1554  -0.1033  -0.2993
O  11.6104  15.0794  37.1276  0.1392  -0.2136  0.1657
O  7.4114  12.3611  36.3505  0.0604  -0.25  0.3617
O  8.8748  20.8719  36.6556  0.1633  -0.0341  0.1009
O  7.7561  20.3195  32.007  0.1887  -0.3452  -0.0416
O  14.4749  23.908  29.4186  0.0083  0.0326  -0.2948
O  4.498  25.8467  31.7392  0.0894  0.0435  0.0756
O  9.7962  17.0763  36.7095  0.0646  -0.1016  0.2302
O  0.5806  23.3509  33.4293  0.2709  0.0172  0.1982
O  7.9399  32.0522  37.4339  -0.0639  -0.3858  0.2914
O  7.0556  31.6215  39.9965  0.13  -0.1389  -0.0843
O  14.854  25.9874  35.914  0.2416  -0.0815  0.2897
O  0.6718  27.2052  38.4611  -0.0372  0.0873  0.4523
O  3.8649  22.4605  36.8323  -0.0609  0.1242  -0.0424
Si  0.1476  32.7784  5.5777  -0.0067  -0.0018  -0.015
Si  2.8142  2.7857  5.4994  0.0563  0.069  -0.046
Si  0.0655  5.5092  5.5165  -0.0037  -0.037  -0.0637
Si  2.7341  8.2249  5.4225  0.0266  -0.0709  -0.0921
Si  0.1309  10.8736  5.4592  -0.0549  0.0978  -0.0261
Si  2.7958  13.6296  5.4033  -0.0152  0.0363  -0.0764
Si  0.0873  16.3736  5.4732  -0.0254  0.0043  -0.0233
Si  2.7654  19.1392  5.4542  -0.0208  0.0131  -0.0416
Si  0.0076  21.9088  5.3984  0.0026  -0.0045  -0.0322
Si  2.7356  24.6683  5.3988  0.0503  -0.0208  -0.0146
Si  0.1395  27.3938  5.3819  0.0959  0.0437  -0.0324
Si  2.8737  30.0377  5.4824  -0.0208  -0.0083  -0.0553
Si  5.5574  32.8008  5.5128  -0.0933  -0.0743  -0.0385
Si  8.3203  2.7192  5.5147  -0.0411  0.0002  -0.0333
Si  5.4889  5.4889  5.4881  0.0695  0.0208  -0.0691
Si  8.1627  8.2363  5.6011  0.0146  -0.0515  0.0763
Si  5.4287  10.9633  5.461  0.0283  -0.0297  -0.0178
Si  8.1739  13.7051  5.4989  0.0483  -0.0048  0.0305
Si  5.5118  16.3719  5.4629  -0.0377  0.0265  -0.0276
Si  8.2559  19.103  5.4378  -0.0667  0.0251  -0.0439
Si  5.5005  21.8662  5.4709  -0.0042  -0.0522  -0.0662
Si  8.2778  24.5725  5.4889  -0.004  0.0023  0.0003
Si  5.5105  27.3513  5.495  0.0078  0.0109  -0.0223
Si  8.2728  30.0992  5.5465  0.0508  0.0391  0.0431
Si  11.0744  0.072  5.5234  0.0879  0.0814  0.0245
Si  13.7087  2.8338  5.6351  0.0077  -0.0175  0.0325
Si  10.9971  5.5039  5.6987  -0.0359  0.0139  0.0132
Si  13.7781  8.2094  5.5769  -0.0052  0.0488  -0.0031
Si  10.955  10.9759  5.6424  -0.0048  -0.0289  0.0707
Si  13.7239  13.6696  5.5442  -0.049  -0.0576  -0.0044
Si  10.9389  16.4627  5.4971  0.0982  0.0082  -0.0315
Si  13.7028  19.1638  5.4245  0.0424  -0.0163  -0.0401
Si  11.0169  21.8452  5.5112  -0.1175  -0.009  -0.0075
Si  13.7826  24.6037  5.4334  0.0092  0.0105  0.0057
Si  11.0754  27.2976  5.5293  -0.0779  0.0067  0.0608
Si  13.8437  30.1457  5.4838  0.0854  0.1448  0.0032
Si  1.4727  1.4067  6.8928  0.0011  -0.0215  -0.0262
Si  4.1579  4.1346  6.8871  -0.0435  -0.0255  0.0194
Si  1.4206  6.8819  6.8697  -0.037  0.007  -0.0168
Si  4.083  9.587  6.8332  -0.0382  0.0846  -0.014
Si  1.4439  12.2907  6.8242  0.018  -0.0388  -0.0148
Si  4.1257  15.0136  6.8133  0.0238  0.0005  -0.0082
Si  1.4156  17.7744  6.8324  -0.0139  -0.0099  0.0363
Si  4.126  20.5065  6.8276  0.017  -0.0042  0.0318
Si  1.3797  23.2823  6.7767  -0.0512  0.0439  -0.0107
Si  4.1175  25.9834  6.8241  -0.0163  0.0277  0.014
Si  1.4691  28.7043  6.8409  0.0186  -0.04  -0.0154
Si  4.1825  31.4399  6.8732  0.0384  0.0244  -0.0406
Si  6.9237  1.367  6.878  0.1003  -0.0519  -0.0344
Si  9.6038  4.0955  6.9582  0.0366  -0.0007  -0.0141
Si  6.8193  6.835  6.9161  0.017  0.0365  0.0159
Si  9.5586  9.5963  6.9421  -0.0275  0.073  0.0273
Si  6.8153  12.3152  6.8509  0.0514  -0.0389  -0.0427
Si  9.5639  15.0801  6.8521  -0.0554  0.0443  -0.0245
Si  6.877  17.755  6.8249  0.0885  -0.0557  -0.0177
Si  9.6095  20.4798  6.8346  0.0471  0.0025  0.0021
Si  6.88  23.2238  6.8397  0.0499  -0.0191  0.0243
Si  9.6484  25.9498  6.855  0.0526  -0.0253  0.0376
Si  6.8855  28.7166  6.8727  0.0275  -0.0356  -0.0132
Si  9.6664  31.4895  6.8664  -0.0645  -0.013  -0.0238
Si  12.3665  1.4265  6.9591  -0.0748  0.0142  -0.0143
Si  15.1198  4.1744  6.9432  -0.004  -0.0384  -0.0592
Si  12.3965  6.8852  6.976  -0.0023  -0.0443  -0.0224
Si  15.1487  9.5866  6.8973  0.0166  -0.0838  0.0019
Si  12.3561  12.342  6.9389  -0.0176  0.0019  0.0329
Si  15.104  15.0465  6.864  0.0129  -0.0122  0.0273
Si  12.3415  17.8156  6.8363  -0.0779  0.0273  -0.0093
Si  15.0703  20.5299  6.7984  0.004  -0.0014  -0.0135
Si  12.3926  23.25  6.8274  -0.0186  0.0241  -0.0162
Si  15.1513  26.0114  6.7726  -0.0312  -0.0322  -0.0262
Si  12.435  28.7427  6.8266  -0.0522  -0.0154  0.0072
Si  15.1534  31.4597  6.9312  0.0146  -0.0954  0.0258
Si  0.0808  2.7627  8.2586  -0.0179  0.0054  0.0204
Si  2.8201  0.0144  8.2426  -0.0048  0.0059  0.0294
Si  0.0735  8.2211  8.2787  -0.0213  0.0247  0.0092
Si  2.7812  5.5058  8.2435  0.018  -0.0104  -0.0165
Si  0.0666  13.6608  8.2063  -0.05  0.0143  -0.0205
Si  2.7679  10.9498  8.241  -0.0046  -0.0146  0.0109
Si  0.033  19.1563  8.1759  -0.0025  -0.0017  -0.0079
Si  2.7744  16.3981  8.1921  -0.0261  -0.0011  -0.0002
Si  0.0519  24.6351  8.1898  0.0444  0.0159  -0.0017
Si  2.7487  21.9024  8.1611  0.0204  -0.0207  -0.0158
Si  0.1057  30.0594  8.2448  -0.0343  0.0479  0.0163
Si  2.7912  27.3397  8.2317  -0.0159  -0.0127  0.0094
Si  5.536  2.7494  8.2337  0.0083  0.0371  -0.0281
Si  8.2801  0.0137  8.258  0.0038  0.0355  -0.0054
Si  5.4534  8.2361  8.2359  0.0443  -0.0198  -0.012
Si  8.2144  5.4843  8.2752  -0.0098  -0.0247  0.001
Si  5.4746  13.6825  8.2266  0.0022  0.0034  0.0059
Si  8.185  10.9797  8.2569  0.0438  -0.0086  0.0206
Si  5.5017  19.1355  8.1861  -0.0214  0.0238  -0.0167
Si  8.2187  16.4249  8.2384  0.0215  0.0029  0.0301
Si  5.4996  24.6102  8.183  0.026  0.0231  -0.0137
Si  8.2462  21.8575  8.2033  -0.0356  -0.0042  -0.0085
Si  5.5307  30.0789  8.2494  -0.0005  0.0093  0.0177
Si  8.2685  27.3345  8.207  0.0003  0.0205  0.0012
Si  10.9792  2.7566  8.3221  -0.033  -0.0528  0.0212
Si  13.7521  0.0267  8.2684  0.0287  0.0384  -0.0068
Si  10.9671  8.2414  8.2819  0.0099  -0.0057  0.02
Si  13.7466  5.509  8.3219  -0.0012  0.0344  0.0357
Si  10.9461  13.7217  8.2344  0.0281  -0.025  0.0062
Si  13.7445  10.9518  8.2518  -0.0248  0.0272  -0.0066
Si  10.9747  19.1494  8.2261  -0.002  -0.0191  0.0196
Si  13.7123  16.4317  8.198  0.0142  0.0159  -0.0146
Si  11.0136  24.5928  8.2141  -0.0616  -0.0051  0.0202
Si  13.7283  21.8812  8.2051  0.0131  0.0136  0.0133
Si  11.0314  30.0897  8.2074  0.0147  0.0247  -0.0404
Si  13.7759  27.3515  8.1889  -0.0047  0.0268  -0.0328
Si  1.4272  4.1384  9.625  -0.0049  -0.0125  -0.0136
Si  4.1691  1.39  9.6112  0.013  -0.0394  -0.0027
Si  1.4174  9.6006  9.6345  -0.0187  0.001  0.0003
Si  4.1226  6.8701  9.6277  -0.0258  0.0191  -0.0047
Si  1.408  15.0457  9.5773  0.0123  -0.0068  -0.0004
Si  4.1242  12.3199  9.6074  0.0153  -0.0135  -0.0021
Si  1.3935  20.5305  9.5461  -0.0154  0.0041  -0.0035
Si  4.1309  17.7761  9.5604  0.0303  -0.0281  0.0047
Si  1.4089  25.9828  9.5856  0.0112  -0.0079  0.0019
Si  4.1235  23.2502  9.5507  0.0023  -0.0003  -0.0016
Si  1.4397  31.458  9.6081  -0.0079  -0.0064  -0.009
Si  4.1493  28.7146  9.5996  0.0075  -0.0038  0.0001
Si  6.8616  4.1169  9.6369  0.0215  -0.002  0.0066
Si  9.6089  1.3814  9.6536  0.003  0.0189  0.0163
Si  6.8292  9.5959  9.6097  0.0036  0.0199  -0.0038
Si  9.592  6.8609  9.6261  0.0252  -0.0111  -0.0002
Si  6.8456  15.0525  9.5904  0.018  0.001  -0.0064
Si  9.5795  12.345  9.5989  -0.0248  0.0083  0.0018
Si  6.8617  20.5044  9.5651  0.0376  -0.0079  0.0092
Si  9.5999  17.7873  9.5917  0.0103  -0.0088  0.0043
Si  6.8742  25.9754  9.5613  0.0108  -0.0005  0.003
Si  9.6167  23.2346  9.5681  0.0379  -0.0103  0.0121
Si  6.8959  31.4523  9.6078  0.0263  -0.0297  0.0096
Si  9.6368  28.7199  9.5644  -0.0121  -0.0131  0.0134
Si  12.3533  4.1382  9.6554  0.0061  -0.0182  -0.0079
Si  15.1055  1.4035  9.6272  -0.0085  -0.0185  -0.0082
Si  12.3495  9.6094  9.6229  -0.0103  -0.0104  0.0021
Si  15.1054  6.8799  9.6627  -0.0132  -0.022  -0.003
Si  12.3363  15.0781  9.5821  -0.0384  0.0124  0.0034
Si  15.0969  12.3282  9.6063  -0.0018  -0.0252  0.0063
Si  12.3464  20.5244  9.5778  -0.0332  0.0134  0.0007
Si  15.0745  17.7977  9.5662  -0.0225  0.0063  0.0054
Si  12.3757  25.9914  9.5587  -0.02  -0.0101  -0.0017
Si  15.085  23.2646  9.5641  -0.0279  -0.0051  0.0022
Si  12.3668  31.4577  9.6074  -0.0122  -0.0097  0.0024
Si  15.1094  28.7122  9.5962  0.0361  -0.0322  -0.0013
Si  0.0605  0.0188  10.9765  -0.0116  0.0085  0.0155
Si  2.7898  2.7579  10.9796  -0.0013  0.0262  -0.0007
Si  0.0587  5.4943  11.0065  -0.013  0.0072  0.0038
Si  2.7685  8.2325  11.0052  0.0052  0.0001  0.0024
Si  0.0403  10.9628  10.9897  -0.0112  -0.0053  0.0008
Si  2.7574  13.6881  10.9683  -0.0076  0.01  -0.0057
Si  0.031  16.4203  10.9353  -0.0166  0.003  -0.0039
Si  2.7568  19.1544  10.9174  -0.0026  0.014  -0.0076
Si  0.0344  21.8878  10.9362  0.0182  0.0131  -0.0068
Si  2.7702  24.6107  10.9428  0  0.0197  -0.0012
Si  0.0522  27.3446  10.9685  -0.0261  0.0029  -0.0003
Si  2.7893  30.0854  10.9736  0.0076  0.021  0.0034
Si  5.5248  0.0166  10.977  0.0059  0.0329  -0.0068
Si  8.233  2.7561  11.0008  -0.0005  -0.0076  0.0068
Si  5.4905  5.497  10.9882  0.0095  0.0026  -0.0018
Si  8.2118  8.2345  10.9732  0.0078  0.0014  0.0054
Si  5.4815  10.9616  10.9873  0.0066  -0.0057  0.0059
Si  8.212  13.6984  10.9688  0.025  -0.0066  0.0111
Si  5.4818  16.4198  10.9523  -0.0023  0.0049  0.0006
Si  8.224  19.1501  10.9479  0.0038  0.0065  0
Si  5.4896  21.8815  10.9221  -0.0122  -0.0058  -0.0042
Si  8.2405  24.608  10.9302  -0.0131  0.0004  -0.0002
Si  5.516  27.3409  10.9485  0.0079  0.0104  0.0053
Si  8.2636  30.0753  10.9543  -0.0053  0.0177  0.0002
Si  10.9891  0.0083  10.9862  -0.0192  0.0035  0.0048
Si  13.7235  2.7591  10.9961  -0.0071  0.0044  0.0118
Si  10.9648  5.503  10.9975  -0.0072  0.0058  0.0108
Si  13.7081  8.2418  10.9981  -0.0073  -0.0049  0.0097
Si  10.9568  10.9777  10.9624  0.0291  0.0139  0.0085
Si  13.7019  13.6995  10.9462  0.0042  0.001  -0.0013
Si  10.9646  16.4255  10.9604  0.0123  0.0073  0.0091
Si  13.7048  19.1523  10.9467  0.0078  -0.0039  -0.0035
Si  10.9733  21.879  10.9498  -0.0079  0.0036  0.0051
Si  13.7159  24.6203  10.9451  -0.0019  0.0072  -0.0114
Si  10.9943  27.3493  10.9368  0.0009  0.0248  -0.0061
Si  13.7296  30.0811  10.9629  -0.0163  0.0152  -0.0005
Si  1.4103  1.3986  12.3468  -0.0023  -0.0234  -0.0084
Si  4.1296  4.1337  12.3609  -0.0054  -0.0103  -0.0063
Si  1.406  6.869  12.3731  0.0008  -0.0047  -0.0034
Si  4.1276  9.6009  12.3684  0.0048  -0.0014  0.0037
Si  1.3982  12.331  12.3519  -0.0112  -0.0099  0.0014
Si  4.1186  15.0594  12.329  0.0045  -0.0094  0.0033
Si  1.3929  17.7924  12.3023  0.0045  -0.007  -0.0091
Si  4.1193  20.5192  12.2942  0.0148  -0.0007  -0.0049
Si  1.3952  23.2523  12.3113  0.0044  -0.0221  0.0003
Si  4.1315  25.9848  12.3104  0.0017  -0.0166  -0.005
Si  1.4058  28.7271  12.3322  -0.0021  -0.0013  -0.0006
Si  4.1434  31.4635  12.3379  0.0017  -0.0238  0.002
Si  6.8651  1.391  12.3575  0.0053  -0.0003  0.0069
Si  9.594  4.1348  12.3572  0.0127  -0.0076  0.0079
Si  6.8536  6.8693  12.3517  0.0108  -0.0132  -0.0076
Si  9.5859  9.6077  12.3298  -0.0001  -0.0112  -0.0075
Si  6.8521  12.3309  12.3421  0.0094  -0.006  0.0005
Si  9.5894  15.0607  12.3252  -0.0032  -0.0044  0.0023
Si  6.8517  17.7859  12.3123  0.0117  -0.0062  0.0036
Si  9.5925  20.5164  12.3113  0.0031  -0.0005  0.0055
Si  6.8557  23.25  12.2966  0.0191  0.0044  -0.0039
Si  9.604  25.9865  12.3004  0.0044  -0.0073  -0.0042
Si  6.8756  28.7185  12.3148  0.0087  -0.0192  0.005
Si  9.6063  31.4519  12.3374  0.0215  -0.011  0.0038
Si  12.3412  1.3929  12.3481  0.0156  -0.009  0.0034
Si  15.0776  4.1345  12.36  0.0025  -0.0036  -0.0006
Si  12.3311  6.875  12.3545  -0.0016  -0.0045  0.0069
Si  15.0705  9.6069  12.3598  -0.0176  0.0115  0.0028
Si  12.3288  12.3409  12.3238  -0.0226  -0.0082  -0.002
Si  15.0644  15.0623  12.3177  -0.0153  0.0027  -0.004
Si  12.3334  17.7897  12.3215  -0.0186  0.0012  0.0024
Si  15.0686  20.522  12.3126  -0.0231  0.0003  -0.0013
Si  12.3357  23.2557  12.3111  -0.0172  0.0032  0.0024
Si  15.0699  25.988  12.3248  0.0174  -0.0026  0.0038
Si  12.3418  28.7232  12.3235  0.005  -0.0126  -0.0048
Si  15.0769  31.4646  12.3367  0.0114  -0.0052  -0.0072
Si  0.0364  2.7643  13.7203  -0.0171  0.0179  0.0013
Si  2.771  0.0261  13.7079  0.0042  0.0149  -0.0025
Si  0.028  8.2347  13.7273  -0.0014  -0.0142  -0.0022
Si  2.7649  5.4993  13.7365  -0.0149  0.0146  0.0084
Si  0.0167  13.6972  13.7007  0.0009  0.0015  -0.0009
Si  2.7558  10.9656  13.7286  -0.0064  0.0017  0.0009
Si  0.0256  19.148  13.6839  -0.0013  0.0085  -0.0024
Si  2.746  16.4271  13.6867  -0.0128  0.0115  0.0008
Si  0.0296  24.6181  13.6858  -0.0198  0.0187  -0.0079
Si  2.7563  21.8801  13.6742  -0.0092  0.0066  -0.0018
Si  0.0359  30.0966  13.7009  -0.0089  0.0029  -0.0013
Si  2.7705  27.3554  13.6868  0.0055  0.0004  -0.004
Si  5.4943  2.7626  13.7191  0.001  0.0054  0.0008
Si  8.2356  0.0179  13.7054  -0.0044  0.0116  0.0022
Si  5.4933  8.2322  13.7312  -0.0006  0.002  0.006
Si  8.2194  5.5029  13.717  -0.0037  0.0175  0.0027
Si  5.4782  13.6933  13.7029  -0.0017  0.0088  -0.0028
Si  8.2193  10.9645  13.708  0.0079  0.0051  0.0081
Si  5.4774  19.1518  13.6693  -0.0031  0.0052  -0.0008
Si  8.2109  16.4191  13.6847  0.0163  0.0075  -0.0002
Si  5.4899  24.6155  13.6752  -0.0076  0.0202  -0.0011
Si  8.2138  21.8803  13.6695  0.011  -0.0027  -0.002
Si  5.5077  30.0882  13.6901  0.0009  0.0202  -0.0039
Si  8.2329  27.3493  13.6818  -0.0079  0.0179  -0.0014
Si  10.965  2.762  13.71  -0.0087  0.0047  0.0062
Si  13.7037  0.026  13.7103  -0.0154  0.0082  0.0084
Si  10.9497  8.2433  13.7039  0.0054  0.0029  0.0056
Si  13.6977  5.5021  13.7152  0.0048  -0.0133  0.0023
Si  10.9516  13.6923  13.6949  0.0198  -0.0014  0.0076
Si  13.6866  10.9755  13.7027  0.0135  -0.0079  0.0019
Si  10.9508  19.1456  13.6821  0.0084  0.0033  -0.0024
Si  13.6898  16.415  13.6923  0.0135  0.0064  0.0019
Si  10.9589  24.6178  13.6786  0.0043  0.0016  -0.006
Si  13.6936  21.8827  13.6819  0.0016  0.0147  -0.013
Si  10.9703  30.0885  13.6996  -0.02  0.0116  -0.0002
Si  13.7007  27.3561  13.6938  -0.0156  0.0005  -0.0071
Si  1.3844  4.14  15.0971  0.01  -0.0096  -0.003
Si  4.1196  1.4026  15.0809  -0.0117  -0.0057  -0.0008
Si  1.3893  9.5997  15.0964  -0.0104  -0.0063  0.0003
Si  4.1256  6.8705  15.1044  0.0066  -0.007  -0.0043
Si  1.3844  15.0609  15.0639  -0.0073  -0.001  -0.012
Si  4.1218  12.3343  15.0883  0.0058  -0.0047  0.0078
Si  1.3937  20.5162  15.0509  0.0026  0.0034  -0.0023
Si  4.1146  17.7927  15.049  0.0114  0.0002  -0.0019
Si  1.3898  25.9977  15.0478  -0.0028  -0.004  -0.0045
Si  4.1144  23.2537  15.0422  -0.0014  -0.0084  -0.0029
Si  1.3899  31.4743  15.0712  -0.0091  -0.0138  0.0014
Si  4.1252  28.7344  15.0547  -0.0024  -0.013  -0.0021
Si  6.8506  4.1381  15.0845  -0.0015  -0.0191  0.0002
Si  9.5874  1.3998  15.0707  0.0128  -0.0115  0.0032
Si  6.86  9.604  15.092  0.0036  -0.0087  -0.0037
Si  9.5817  6.8802  15.0746  -0.0012  -0.0212  0.0029
Si  6.8431  15.0613  15.0603  0.0074  -0.0168  0.0067
Si  9.5838  12.3321  15.0722  -0.0004  -0.01  0.0032
Si  6.8414  20.5147  15.0367  0.0036  0.0115  -0.0007
Si  9.5761  17.7806  15.0484  -0.0081  -0.0019  0.0063
Si  6.8421  25.9954  15.0457  0.0127  -0.0368  -0.0053
Si  9.5732  23.2514  15.0368  0  0.0039  -0.0061
Si  6.8547  31.4655  15.0648  -0.0018  -0.0216  -0.0004
Si  9.5828  28.7304  15.0557  0.0244  -0.0141  -0.0045
Si  12.321  4.1393  15.0756  0.0183  0.0063  0.0051
Si  15.0534  1.4089  15.0808  0.0231  -0.0106  -0.0013
Si  12.3152  9.6114  15.0669  -0.0062  0.008  0.0009
Si  15.0557  6.8702  15.0854  -0.0039  0.0035  0.0002
Si  12.3157  15.0515  15.0661  -0.0227  -0.0052  -0.0034
Si  15.0488  12.3365  15.0734  -0.0093  -0.0045  -0.0042
Si  12.3165  20.5126  15.0433  -0.009  -0.0041  -0.0043
Si  15.0619  17.7752  15.0568  -0.0272  -0.0081  -0.0096
Si  12.3202  25.9894  15.0506  0.0085  0.0149  -0.008
Si  15.0574  23.2535  15.0483  0.0035  -0.0167  -0.0025
Si  12.3179  31.4742  15.0713  0.0129  -0.016  0.0023
Si  15.056  28.7387  15.061  0.0163  -0.0063  -0.0031

Results
total energy: -236495.084 eV
total energy less fixed offsets of O -438.35, Si -107.03 eV per atom: 12.616 eV
